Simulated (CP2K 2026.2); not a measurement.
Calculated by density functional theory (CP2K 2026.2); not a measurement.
Periodic cell of 523 atoms, Si368O155, from a study of silicon, its oxide and their interface. The atomic structure is a simulated model.
Doubt: the forces sum to 1.74 eV/angstrom along one axis rather than to zero, so they err by at least 0.0033 eV/angstrom per atom on average; the grid cutoff is modest.

Settings: functional PBE; method Gaussian and plane waves; basis set DZVP-MOLOPT-SR-GTH; pseudopotentials GTH-PBE; grid cutoff 350 Ry, relative cutoff 50 Ry; k points Gamma only; occupations fixed; spin none; net charge 0.

Cell vectors (angstrom)
a	15.3871	0	0
b	0	15.3871	0
c	3.1634	4.2767	39.5948

Atoms and the computed forces on them: element, x, y, z (angstrom), force x, y, z (eV/angstrom)
Si	14.61	3.688	31.424	0.337	0.092	0.713
Si	15.252	8.516	30.688	-0.004	-0.068	0.134
Si	13.967	11.985	33.597	-0.247	-0.068	0.687
Si	14.504	15.955	31.569	0.259	-0.08	0.66
Si	3.568	4.847	30.83	-0.036	0.001	0.187
Si	3.783	8.115	33.488	0.023	-0.021	0.015
Si	3.846	11.984	33.566	-0.008	0.013	0.018
Si	3.513	15.385	30.906	0.015	-0.076	0.112
Si	7.771	4.155	33.394	0.249	0.183	0.671
Si	7.692	7.502	30.739	-0.16	0.076	0.248
Si	7.275	12.162	31.548	-0.307	-0.077	0.568
Si	6.608	15.059	30.66	0.077	-0.08	0.231
Si	11.297	5.054	28.564	0.012	-0.026	0.072
Si	10.542	8.606	31.34	0.375	-0.159	0.601
Si	10.305	11.747	31.641	0.419	0.052	0.631
Si	10.281	15.806	33.629	-0.024	0.015	0.009
Si	17.903	4.236	33.684	-0.352	0.096	0.621
Si	2.996	7.97	31.247	0.259	0.148	0.677
Si	3.078	12.249	31.365	0.203	-0.073	0.648
Si	17.832	15.85	33.741	-0.299	-0.183	0.656
Si	6.707	4.519	30.449	0.071	-0.006	0.222
Si	6.241	8.025	33.515	-0.212	0.003	0.659
Si	6.267	11.929	33.611	-0.026	0.043	0.041
Si	7.156	17.673	34.729	-0.02	-0.021	-0.034
Si	10.264	4.236	33.418	-0.013	-0.001	0.009
Si	11.511	8.128	33.469	-0.015	0.015	0.02
Si	11.531	11.972	33.619	0	0.005	0.009
Si	10.615	13.853	29.555	-0.033	0.037	0.158
Si	15.463	4.198	33.555	0.027	0.032	0.007
Si	13.94	8.06	33.502	-0.211	0.012	0.701
Si	15.386	11.599	30.818	0.019	0.066	0.177
Si	15.389	15.776	33.706	0.028	-0.04	0.04
Si	3.14	6.22	34.805	-0.008	-0.012	0.019
Si	3.257	10.03	34.773	-0.011	-0.007	-0.044
Si	3.176	13.875	34.847	-0.039	0.028	0.015
Si	3.057	17.738	34.985	-0.008	0.011	-0.033
Si	6.988	6.089	34.677	0.039	-0.038	0.007
Si	6.887	9.964	34.763	0.01	-0.034	-0.041
Si	7.017	13.865	34.777	0.053	-0.002	0.01
Si	7.82	15.738	33.49	0.184	-0.033	0.653
Si	10.843	6.175	34.676	0.021	0.009	0.011
Si	10.971	10.014	34.822	-0.015	-0.005	-0.01
Si	10.881	13.877	34.853	-0.012	0.003	0.005
Si	10.767	17.762	34.839	0.046	0.019	-0.011
Si	14.689	6.144	34.722	0.006	-0.02	0
Si	14.59	9.999	34.749	-0.003	0.001	-0.05
Si	14.7	13.851	34.878	-0.022	0.007	0
Si	14.841	17.729	34.899	-0.046	0.002	-0.006
Si	16.589	6.277	36.157	-0.013	-0.027	-0.062
Si	16.615	10.019	36.032	-0.033	0.011	-0.02
Si	16.638	13.756	36.224	0.004	0.039	-0.065
Si	16.615	17.731	36.418	-0.045	0.005	-0.014
Si	5.094	6.062	36.133	-0.017	0.006	-0.037
Si	5.081	9.999	36.264	-0.02	0.001	-0.038
Si	5.114	13.982	36.189	-0.007	-0.019	-0.066
Si	5.149	17.706	36.079	0.018	0.013	-0.015
Si	8.915	6.242	36.073	-0.005	-0.039	-0.04
Si	8.92	10.005	36.031	-0.019	0.012	0.013
Si	8.929	13.768	36.174	-0.003	0.02	-0.019
Si	8.926	17.722	36.278	0.034	-0.002	-0.012
Si	12.757	6.069	36.101	-0.003	0.056	-0.032
Si	12.797	10.006	36.282	-0.032	-0.005	-0.008
Si	12.784	13.967	36.236	0.003	-0.043	-0.015
Si	12.788	17.735	36.093	0.011	-0.006	-0.003
Si	16.614	4.352	37.586	-0.005	-0.014	-0.014
Si	16.611	8.16	37.511	0.019	0.01	0.015
Si	16.63	11.857	37.541	0.019	-0.011	0.024
Si	16.627	15.717	37.597	0.005	0.014	-0.018
Si	5.103	4.196	37.523	-0.024	0.006	0.012
Si	5.092	8.02	37.517	0.01	-0.021	-0.024
Si	5.1	11.991	37.522	0.024	-0.011	-0.05
Si	5.111	15.853	37.553	0	0.024	0.021
Si	8.921	4.322	37.514	-0.014	-0.017	-0.033
Si	8.922	8.123	37.468	-0.013	0.003	0.019
Si	8.926	11.867	37.512	0	-0.009	0.015
Si	8.936	15.735	37.534	-0.002	0.026	-0.025
Si	12.771	4.221	37.525	0.005	-0.011	0.038
Si	12.785	8.015	37.511	0.011	0.014	-0.025
Si	12.79	11.983	37.555	-0.003	-0.02	-0.021
Si	12.783	15.868	37.56	0.008	0.011	0.034
Si	3.176	4.259	38.896	-0.01	-0.011	0.022
Si	3.162	8.084	38.867	-0.014	-0.01	0.023
Si	3.18	11.929	38.885	-0.028	0	0.025
Si	3.181	15.79	38.914	-0.009	-0.003	0.018
Si	7.015	4.267	38.893	0.018	-0.002	0.01
Si	7.017	8.087	38.869	0.009	0.005	0.007
Si	7.013	11.933	38.888	0.029	0.001	0.013
Si	7.028	15.791	38.909	0.01	0.006	0.015
Si	10.84	4.257	38.879	0.016	-0.008	0.015
Si	10.847	8.079	38.852	-0.014	0.008	0.014
Si	10.851	11.927	38.884	-0.018	-0.012	0.015
Si	10.849	15.794	38.9	0.013	0	0.019
Si	14.685	4.277	38.914	-0.009	0.004	0.005
Si	14.697	8.091	38.887	-0.001	0.01	0.005
Si	14.71	11.933	38.909	0	-0.002	0.004
Si	14.7	15.789	38.93	-0.01	0.008	0.008
Si	15.353	1.903	11.554	-0.009	-0.004	-0.01
Si	15.336	5.748	11.566	-0.018	0.005	-0.005
Si	15.324	9.57	11.532	0.009	0	-0.016
Si	15.337	13.433	11.532	-0.017	-0.011	0.002
Si	3.903	1.904	11.548	0.013	-0.006	-0.022
Si	3.884	5.746	11.574	0.005	-0.001	-0.016
Si	3.888	9.583	11.549	0.011	0.007	-0.011
Si	3.869	13.434	11.556	0.028	0.002	-0.015
Si	7.674	1.902	11.562	-0.006	0.005	0.001
Si	7.66	5.757	11.581	0.001	-0.003	-0.01
Si	7.65	9.569	11.541	0.009	-0.008	-0.02
Si	7.628	13.43	11.529	-0.013	-0.001	-0.008
Si	11.609	1.914	11.554	0.016	0.002	-0.001
Si	11.595	5.755	11.577	0.004	-0.003	-0.015
Si	11.59	9.575	11.555	0.014	-0.004	-0.004
Si	11.59	13.431	11.537	0.014	0.006	-0.009
Si	13.484	1.918	13.018	-0.004	0.022	-0.003
Si	13.469	5.751	13.043	-0.009	0.005	-0.009
Si	13.468	9.564	13.013	0.007	-0.005	0.002
Si	13.471	13.43	12.991	-0.002	0.002	-0.021
Si	1.938	1.909	12.811	0.014	0.022	-0.025
Si	1.908	5.739	12.841	-0.007	0.006	-0.038
Si	1.902	9.569	12.785	-0.008	-0.008	-0.034
Si	1.897	13.441	12.821	-0.015	-0.007	-0.01
Si	5.783	1.892	12.998	0.029	0.01	0.001
Si	5.769	5.756	13.022	-0.01	0.002	-0.002
Si	5.776	9.588	12.993	0.005	-0.013	0.012
Si	5.754	13.424	12.996	0	-0.002	0.002
Si	9.653	1.929	12.826	-0.016	0.026	-0.028
Si	9.634	5.783	12.857	-0.016	0.005	-0.032
Si	9.616	9.552	12.808	-0.021	-0.023	-0.022
Si	9.603	13.42	12.764	-0.02	-0.012	-0.001
Si	13.508	15.361	14.377	-0.01	-0.027	-0.019
Si	13.501	3.833	14.449	0.015	-0.017	0.021
Si	13.461	7.665	14.465	-0.017	0.005	0.028
Si	13.443	11.499	14.377	0.001	0.005	0.003
Si	1.933	15.383	14.132	0.034	0.002	0.052
Si	1.921	3.81	14.162	-0.013	0.007	0.042
Si	1.907	7.676	14.143	-0.015	-0.013	0.048
Si	1.87	11.482	14.096	-0.002	-0.026	0.057
Si	5.776	15.347	14.386	-0.012	-0.015	-0.021
Si	5.786	3.814	14.39	0.014	0.001	-0.009
Si	5.782	7.691	14.416	0.007	-0.01	-0.009
Si	5.75	11.5	14.397	0.007	0.03	-0.03
Si	9.648	15.345	14.066	0.042	0.031	0.031
Si	9.661	3.862	14.166	0.031	-0.007	0.012
Si	9.646	7.689	14.23	0.027	0.006	-0.005
Si	9.571	11.488	14.072	0.015	-0.049	0.046
Si	15.522	15.411	15.643	-0.015	0.024	0.055
Si	15.528	3.805	15.72	-0.066	-0.018	0.036
Si	15.506	7.648	15.681	-0.007	0.017	0.069
Si	15.462	11.498	15.625	-0.039	0.004	0.034
Si	3.745	15.335	15.63	0.052	0.001	0.039
Si	3.76	3.798	15.617	0.036	-0.011	0.065
Si	3.733	7.697	15.615	0.073	0	0.052
Si	3.678	11.457	15.568	0.062	-0.02	-0.001
Si	7.843	15.361	15.55	-0.01	0.047	0.063
Si	7.816	3.853	15.623	-0.07	0.045	0.066
Si	7.799	7.697	15.692	-0.032	-0.03	0.067
Si	7.799	11.503	15.617	-0.025	-0.018	0.059
Si	11.465	15.307	15.55	0.031	0.016	0.016
Si	11.476	3.862	15.689	0.025	0.027	0.015
Si	11.452	7.689	15.781	0.016	-0.024	0.034
Si	11.376	11.466	15.536	0.035	-0.033	-0.017
Si	16.12	1.901	17.014	0.138	-0.02	-0.576
Si	16.208	5.727	16.903	0.052	0.017	-0.088
Si	16.022	9.597	16.921	0.272	-0.059	-0.664
Si	16.119	13.447	16.783	-0.022	-0.021	-0.02
Si	3.143	1.874	16.858	-0.008	0.003	-0.019
Si	3.214	5.759	16.822	-0.228	-0.083	-0.619
Si	6.892	9.172	19.66	0.095	0.069	-0.149
Si	3.117	13.375	16.797	0.034	-0.003	-0.071
Si	8.479	1.907	16.748	0.134	-0.09	-0.673
Si	12.52	5.852	19.729	-0.139	-0.026	-0.196
Si	8.399	9.626	16.943	0.236	0.003	-0.724
Si	8.45	13.446	16.782	0.047	-0.047	-0.047
Si	10.85	1.849	16.719	-0.004	0.005	-0.031
Si	10.846	5.75	17.016	-0.19	0.001	-0.697
Si	10.816	9.661	16.983	-0.002	0.049	-0.025
Si	10.951	13.382	16.814	-0.043	0.025	-0.084
Si	14.451	16.661	19.508	0.175	0.081	-0.069
Si	15.57	5.879	19.14	0.235	-0.062	-0.645
Si	15.263	8.864	19.874	-0.656	-0.004	0.018
Si	15.103	13.659	18.853	0.38	-0.044	-0.602
Si	7.115	16.504	19.318	0.109	-0.051	-0.138
Si	4.474	4.995	19.536	-0.08	-0.012	-0.214
Si	3.984	9.795	19.012	-0.282	0.037	-0.566
Si	4.11	12.962	18.852	-0.344	0.035	-0.582
Si	4.36	2.053	18.824	-0.454	-0.05	-0.569
Si	7.287	6.132	19.902	-0.011	0.013	-0.205
Si	3.063	9.578	16.885	-0.066	-0.003	-0.07
Si	7.255	13.57	18.76	0.243	0.049	-0.592
Si	11.463	17.036	18.926	-0.212	-0.04	-0.658
Si	8.393	5.756	16.912	0.349	0.032	-0.711
Si	11.304	10.63	19.143	0.067	0.106	-0.762
Si	12.201	12.738	18.75	-0.513	0.112	0.101
Si	13.146	8.685	20.855	0.739	-0.039	-0.437
Si	14.884	6.493	25.207	0.112	-0.073	0.043
Si	14.511	3.32	24.932	-0.052	-0.032	0.084
Si	6.292	5.953	26.568	0.07	0.066	-0.003
Si	2.678	16.931	21.494	0.007	-0.051	-0.105
Si	8.25	6.576	24.485	-0.055	0.006	0.111
Si	4.781	16.132	23.61	-0.108	-0.032	-0.06
Si	9.12	6.546	27.271	0.028	-0.039	0.008
Si	7.437	17.229	22.301	0.078	-0.108	-0.135
Si	6.848	9.111	24.491	0.042	0.015	-0.006
Si	15.382	14.083	29.234	-0.04	0.014	0.195
Si	11.399	3.43	21.174	0.097	-0.03	-0.207
Si	2.052	14.014	20.866	-0.026	0.048	-0.231
Si	2.176	9.565	27.003	0.091	-0.023	-0.074
Si	4.094	10.209	29.297	-0.046	-0.057	0.172
Si	6.963	11.158	22.176	0.044	-0.005	-0.243
Si	16.783	17.895	26.829	0.156	0.014	-0.01
Si	8.472	10.578	26.56	-0.08	0.04	0.03
Si	9.081	12.163	20.647	0.186	0.104	-0.152
Si	13.659	17.123	22.457	-0.019	-0.1	-0.152
Si	2.277	9.267	21.513	-0.032	0.034	-0.067
Si	5.175	13.053	23.613	0.07	-0.022	-0.069
Si	17.622	15.526	28.279	0.033	-0.021	0.022
Si	4.2	16.835	26.649	-0.082	0.077	0.01
Si	12.15	17.988	26.956	0.023	-0.008	0.037
Si	8.743	4.563	22.226	-0.14	-0.087	-0.252
Si	7.596	13.405	25.506	0.021	0.096	0.019
Si	9.25	15.512	23.92	0.092	-0.029	-0.047
Si	11.328	14.175	20.306	0.265	-0.44	-0.538
Si	4.225	7.743	25.383	-0.1	-0.019	0.095
Si	13.03	12.777	25.484	-0.074	-0.045	-0.021
Si	11.333	16.071	31.557	-0.208	-0.031	0.674
Si	2.11	6.725	23.487	-0.001	-0.02	-0.176
Si	12.857	14.953	27.647	-0.035	0.073	0.049
Si	8.271	14.869	28.117	0.03	-0.076	0.044
Si	11.571	10.061	26.188	0.116	0.084	0.138
Si	15.72	7.266	28.1	-0.095	-0.033	-0.035
Si	16.567	4.552	29.12	-0.063	-0.106	0.254
Si	1.945	4.471	21.327	0.025	0.042	-0.164
Si	13.442	8.887	24.051	0.049	0.063	-0.043
Si	9.181	17.248	26.512	-0.005	-0.088	0.112
Si	7.083	10.046	29.204	-0.036	0.07	0.102
Si	2.515	11.873	23.137	0.011	-0.021	-0.118
Si	6.576	3.176	27.687	-0.005	-0.071	0.075
Si	11.382	7.998	28.46	-0.014	0.009	-0.008
Si	11.441	3.818	31.372	-0.356	0.096	0.639
Si	15.566	11.057	25.078	-0.089	-0.027	-0.013
Si	12.251	14.61	23.214	-0.029	-0.026	0.016
Si	15.376	13.444	0.665	-0.024	0.01	0.005
Si	15.392	1.901	0.661	0.002	-0.006	0.01
Si	15.406	5.727	0.647	0.029	0	0.002
Si	15.396	9.577	0.659	0.01	-0.005	0.01
Si	3.869	13.447	0.66	0.01	0.001	0.003
Si	3.852	1.905	0.662	-0.016	0	0.01
Si	3.84	5.73	0.647	-0.016	0.002	0.007
Si	3.856	9.582	0.66	-0.007	-0.001	0.009
Si	7.671	13.446	0.658	-0.007	0.002	0.004
Si	7.684	1.899	0.649	0	-0.012	0.005
Si	7.698	5.722	0.639	0.009	0.001	0.002
Si	7.689	9.58	0.651	0.006	0.006	0.01
Si	11.551	13.451	0.671	0.014	0.003	0.004
Si	11.535	1.911	0.678	0.006	-0.014	0.014
Si	11.523	5.732	0.664	-0.014	-0.002	0.001
Si	11.539	9.58	0.676	0	0.009	0.01
Si	1.929	13.442	2.007	0.006	0.001	-0.016
Si	1.928	1.906	2.02	0.002	0.028	0
Si	1.928	5.732	2.02	0.004	-0.008	0.002
Si	1.931	9.578	2.018	0.004	-0.023	-0.003
Si	5.771	13.443	2.044	0.004	0.004	0.007
Si	5.772	1.893	2.026	-0.001	-0.005	0.003
Si	5.772	5.734	2.005	0	-0.003	-0.007
Si	5.775	9.589	2.026	-0.002	0.01	0.002
Si	9.609	13.442	2.008	-0.005	-0.001	-0.016
Si	9.604	1.907	2.02	0.004	0.027	0.002
Si	9.606	5.734	2.023	-0.002	-0.003	0.012
Si	9.609	9.578	2.02	0.001	-0.025	0.002
Si	13.465	13.444	2.04	-0.002	0.005	0.011
Si	13.468	1.892	2.027	-0.001	-0.021	0.001
Si	13.469	5.735	2.004	-0.004	-0.005	-0.013
Si	13.471	9.591	2.025	-0.002	0.017	0.001
Si	1.927	15.363	3.374	-0.004	0.012	-0.003
Si	1.927	3.818	3.387	0.003	-0.002	0.003
Si	1.928	7.658	3.377	0.002	-0.005	-0.002
Si	1.927	11.514	3.368	-0.004	-0.004	-0.006
Si	5.772	15.366	3.402	0.002	-0.005	0.004
Si	5.772	3.82	3.384	-0.001	-0.01	0.004
Si	5.773	7.657	3.377	0.001	0.006	0.002
Si	5.772	11.511	3.394	0	0.007	0.001
Si	9.612	15.363	3.374	0.004	0.01	-0.004
Si	9.61	3.819	3.387	-0.005	-0.001	0.002
Si	9.61	7.659	3.38	-0.007	-0.003	0.001
Si	9.612	11.514	3.368	0.001	-0.006	-0.004
Si	13.466	15.365	3.4	0.001	-0.002	0.007
Si	13.468	3.82	3.383	0.009	-0.012	0
Si	13.467	7.658	3.376	0.003	0.007	-0.002
Si	13.467	11.512	3.391	-0.001	0.008	0.003
Si	15.4	15.363	4.748	0.001	0	0.003
Si	15.393	3.819	4.745	0.02	0.005	0.001
Si	15.394	7.661	4.738	0.021	-0.003	-0.001
Si	15.399	11.514	4.741	0.004	-0.001	0.002
Si	3.84	15.363	4.751	0	0.003	0.001
Si	3.847	3.818	4.746	-0.02	0.005	0.001
Si	3.847	7.659	4.74	-0.015	-0.004	0
Si	3.84	11.513	4.744	0.002	-0.005	0
Si	7.703	15.363	4.754	0.002	0.002	0
Si	7.694	3.819	4.752	0.014	0.008	0
Si	7.695	7.662	4.746	0.017	-0.005	0.001
Si	7.702	11.513	4.748	0.004	-0.002	0.002
Si	11.53	15.363	4.745	-0.003	0	0.001
Si	11.537	3.818	4.74	-0.023	0.003	-0.004
Si	11.537	7.661	4.735	-0.02	-0.003	-0.003
Si	11.531	11.512	4.738	-0.003	-0.005	0
Si	15.401	13.436	6.106	0	0.003	-0.001
Si	15.4	1.899	6.111	-0.006	0.002	0.003
Si	15.401	5.742	6.104	-0.019	-0.004	0
Si	15.4	9.586	6.098	-0.009	0	-0.002
Si	3.838	13.436	6.109	-0.003	0.003	-0.001
Si	3.839	1.9	6.114	0.007	0.008	0.001
Si	3.841	5.74	6.106	0.018	-0.01	-0.001
Si	3.837	9.584	6.101	0.005	-0.003	-0.004
Si	7.707	13.436	6.112	0.001	0.002	-0.003
Si	7.704	1.899	6.117	-0.004	0.001	0.002
Si	7.704	5.742	6.111	-0.02	-0.004	0.003
Si	7.703	9.587	6.107	-0.009	-0.001	0.002
Si	11.529	13.436	6.103	-0.001	0.004	-0.003
Si	11.529	1.9	6.108	0.01	-0.001	-0.001
Si	11.531	5.74	6.1	0.021	-0.008	-0.001
Si	11.529	9.585	6.097	0.01	0.003	-0.002
Si	1.924	13.436	7.492	-0.002	-0.003	0.006
Si	1.925	1.902	7.495	-0.003	0.003	0.003
Si	1.927	5.741	7.486	0.004	0.006	0.001
Si	1.924	9.583	7.484	0.005	-0.006	-0.002
Si	5.772	13.437	7.453	0.009	-0.003	-0.002
Si	5.771	1.901	7.458	-0.004	-0.006	-0.002
Si	5.772	5.739	7.449	-0.002	0.007	-0.006
Si	5.767	9.585	7.446	-0.009	0.002	-0.003
Si	9.622	13.436	7.493	0.006	-0.002	0
Si	9.62	1.902	7.497	-0.006	0.008	0
Si	9.622	5.741	7.487	-0.005	0.003	-0.001
Si	9.619	9.584	7.486	0.003	-0.008	0.003
Si	13.463	13.437	7.443	-0.001	-0.003	-0.004
Si	13.464	1.901	7.449	-0.007	-0.004	-0.004
Si	13.465	5.74	7.439	0.003	0.006	-0.008
Si	13.464	9.586	7.436	0.001	0	-0.006
Si	1.924	15.362	8.86	0	0.001	0.012
Si	1.927	3.826	8.866	0	-0.001	0.015
Si	1.924	7.661	8.856	-0.006	0.001	0.013
Si	1.923	11.506	8.854	-0.002	0	0.009
Si	5.77	15.363	8.806	0.001	0.006	-0.004
Si	5.781	3.826	8.814	-0.006	0.013	-0.003
Si	5.765	7.66	8.799	0.005	-0.019	-0.002
Si	5.766	11.508	8.799	-0.001	-0.003	-0.003
Si	9.623	15.363	8.863	-0.002	-0.004	0.01
Si	9.623	3.827	8.869	0.005	-0.007	0.017
Si	9.622	7.661	8.859	0	-0.002	0.021
Si	9.622	11.507	8.857	-0.003	0.011	0.012
Si	13.463	15.363	8.797	0.003	0.004	-0.009
Si	13.468	3.826	8.802	0	0.008	-0.002
Si	13.461	7.661	8.788	0.002	-0.009	-0.003
Si	13.464	11.508	8.789	0	-0.002	-0.01
Si	15.353	15.366	10.188	0.022	0.002	-0.01
Si	15.357	3.827	10.197	0.015	0.004	-0.008
Si	15.35	7.653	10.178	0.018	0.006	-0.015
Si	15.352	11.504	10.182	0.024	-0.013	-0.011
Si	3.877	15.36	10.196	-0.028	0	-0.007
Si	3.885	3.83	10.198	-0.018	0.004	-0.007
Si	3.876	7.659	10.194	-0.025	-0.003	-0.011
Si	3.873	11.51	10.192	-0.031	-0.003	-0.007
Si	7.665	15.368	10.192	0.027	-0.006	-0.011
Si	7.673	3.832	10.211	0.018	-0.002	-0.005
Si	7.66	7.654	10.183	0.005	0.013	-0.006
Si	7.662	11.5	10.183	0.03	-0.008	-0.003
Si	11.579	15.368	10.196	-0.029	-0.001	-0.011
Si	11.582	3.837	10.2	-0.02	0.007	-0.011
Si	11.58	7.66	10.19	-0.012	-0.006	-0.01
Si	11.58	11.501	10.188	-0.019	-0.001	-0.005
O	14.358	7.994	31.919	-0.224	-0.372	-0.14
O	16.804	8.284	31.077	0.012	0.2	0.008
O	14.479	12.104	32.048	-0.16	0.12	-0.374
O	16.946	11.697	31.227	-0.026	-0.444	0.277
O	5.11	4.676	30.462	-0.171	-0.196	-0.391
O	3.276	4.122	32.237	0.183	-0.337	-0.204
O	3.101	16.119	32.269	0.085	0.638	-0.05
O	5.087	15.567	30.651	0.078	0.262	-0.33
O	7.223	3.908	31.859	0.089	-0.407	-0.298
O	9.24	7.639	31.2	0.155	-0.359	0.315
O	6.727	7.958	31.953	0.043	0.339	-0.424
O	8.85	12.449	31.875	0.141	0.273	0.092
O	7.382	15.748	31.903	0.113	0.338	-0.251
O	15.009	10.088	30.442	-0.432	0.089	-0.325
O	14.729	17.488	31.074	-0.057	-0.119	-0.542
O	15.66	17.308	18.622	0.36	0.275	0.463
O	15.339	9.632	18.43	-0.421	0.168	0.289
O	5.645	16.471	18.64	-0.006	-0.469	-0.177
O	3.817	5.88	18.353	0.043	0.42	0.243
O	5.746	5.738	20.161	-0.224	0.342	0.385
O	6.849	10.401	23.571	-0.186	0.368	0.447
O	5.655	13.38	18.626	0.169	0.125	0.015
O	8.106	17.319	18.349	0.218	0.288	0.367
O	7.699	5.762	18.39	-0.008	-0.386	0.185
O	7.905	9.689	18.508	-0.079	0.18	0.196
O	13.07	17.314	18.993	-0.017	0.442	-0.08
O	13.963	5.69	19.031	0	-0.126	-0.47
O	11.381	5.778	18.578	0.059	-0.136	0.192
O	16.164	13.418	20.055	-0.147	-0.204	0.351
O	14.386	2.821	23.4	0.191	0.199	-0.179
O	3.231	6.415	30.891	0.106	-0.041	-0.321
O	15.058	12.537	29.549	-0.219	-0.338	-0.427
O	14.882	6.847	26.79	-0.437	-0.225	0.145
O	16.267	3.646	27.836	-0.483	0.107	-0.229
O	16.71	8.478	27.798	0.03	-0.004	0.313
O	2.617	4.147	29.73	0.384	-0.365	-0.1
O	2.856	10.507	22.353	0.466	0.05	0.039
O	2.225	13.12	22.172	-0.248	0.103	0.268
O	2.693	16.101	29.72	0.054	0.692	0.167
O	3.121	13.823	31.004	-0.099	0.09	-0.21
O	16.531	16.481	27.568	-0.425	-0.223	-0.213
O	7.925	18.204	26.859	0.149	0.241	-0.42
O	7.405	5.974	30.305	0.124	0.026	-0.369
O	7.394	8.501	29.519	0.082	-0.307	-0.501
O	5.866	4.492	27.07	-0.648	-0.098	0.079
O	7.185	10.885	30.576	-0.03	-0.271	0.059
O	6.632	13.45	30.804	-0.084	-0.153	-0.373
O	7.283	15.454	29.249	-0.032	0.593	-0.379
O	12.23	3.843	28.011	0.461	0.081	-0.024
O	11.219	17.618	31.047	-0.422	0.092	-0.185
O	16.56	11.665	23.979	-0.304	0.144	-0.008
O	10.06	10.164	31.373	-0.388	-0.063	-0.041
O	10.947	12.475	30.335	0.542	-0.149	-0.286
O	12.85	14.206	26.221	0.177	0.196	-0.309
O	10.488	15.113	30.562	-0.572	-0.059	-0.26
O	8.642	16.17	22.566	0.232	-0.071	-0.505
O	13.192	2.866	25.755	-0.276	-0.025	0.079
O	16.19	4.862	20.242	-0.191	-0.535	0.109
O	16.293	6.925	24.543	0.246	0.296	0.275
O	16.189	9.645	20.957	-0.092	0.332	0.148
O	1.815	15.573	21.253	-0.557	0.07	0.197
O	6.138	13.076	24.907	-0.2	-0.144	0.333
O	3.647	17.081	20.219	0.246	-0.31	0.245
O	7.515	6.482	27.507	-0.235	0.151	0.676
O	3.402	4.766	20.705	0.177	0.119	0.235
O	4.935	3.574	18.918	0.339	0.247	-0.233
O	3.232	9.029	20.231	0.24	-0.554	0.219
O	4.041	11.401	19.336	-0.232	0.077	0.584
O	4.788	14.568	23.226	-0.415	-0.117	-0.299
O	3.408	13.896	19.982	0.091	0.187	0.08
O	7.082	17.238	20.733	-0.158	0.332	0.112
O	7.774	3.368	22.699	-0.093	0.314	0.464
O	2.185	7.943	22.427	0.114	-0.021	0.041
O	5.344	8.56	24.567	-0.067	0.017	-0.537
O	5.451	9.109	18.933	-0.081	-0.149	-0.529
O	7.587	14.978	19.489	0.344	0.052	0.38
O	8.885	5.676	23.353	0.31	0.23	-0.046
O	10.76	2.801	19.826	-0.655	0.416	-0.146
O	12.363	4.661	20.792	0.224	-0.086	0.203
O	12.458	7.247	20.533	-0.262	0.026	0.074
O	12.209	9.811	20.197	0.113	0	0.313
O	9.335	6.732	25.676	0.364	-0.07	-0.065
O	14.391	15.093	19.131	-0.391	-0.038	-0.062
O	8.483	11.727	22.077	0.392	-0.194	0.621
O	7.78	12.398	19.724	-0.19	-0.567	-0.047
O	1.785	2.887	21.627	-0.316	-0.155	0.346
O	5.569	10.155	28.646	-0.054	0.086	-0.501
O	13.729	7.358	24.489	-0.252	-0.383	-0.315
O	8.983	16.629	25.046	-0.038	0.352	-0.049
O	15.911	7.378	19.67	0.475	0.005	0.255
O	15.87	18.034	25.512	0.366	-0.001	-0.251
O	3.162	8.808	25.969	0.218	-0.077	-0.361
O	7.398	9.529	25.951	-0.39	-0.092	0.385
O	8.238	5.283	20.877	0.332	-0.131	-0.205
O	7.44	14.301	26.852	-0.413	-0.052	-0.074
O	8.329	12.035	25.9	0.129	-0.032	-0.314
O	10.812	15.158	23.723	-0.079	-0.001	0.366
O	10.21	3.949	22.085	0.243	-0.283	0.446
O	12.229	14.315	21.629	0.64	-0.227	0.147
O	11.811	14.149	28.548	0.104	-0.297	-0.122
O	9.968	10.096	26.227	-0.213	-0.136	-0.285
O	7.847	8.008	23.863	0.258	0.152	-0.632
O	3.827	12.244	24.01	-0.162	-0.026	0.678
O	12.109	9.385	24.819	-0.408	-0.184	-0.305
O	9.939	10.978	19.977	-0.119	-0.461	0.08
O	1.847	5.338	22.69	-0.302	-0.063	0.394
O	9.242	16.063	27.615	0.173	0.044	0.409
O	15.343	14.943	30.615	0.543	-0.301	0.148
O	14.557	12.235	25.548	0.224	0.291	0.102
O	3.035	10.384	28.095	-0.311	0.473	-0.283
O	3.819	8.874	30.179	0.249	-0.035	-0.127
O	11.068	15.615	19.605	-0.456	0.099	0.29
O	3.531	16.809	22.855	-0.092	0.455	0.5
O	14.319	14.755	28.257	0.044	0.37	-0.466
O	4.68	16.381	25.19	0.025	0.07	-0.084
O	4.98	6.906	26.561	-0.272	-0.173	0.582
O	14.794	7.723	29.352	-0.461	-0.241	-0.043
O	7.023	3.502	29.222	0.55	-0.374	-0.091
O	16.654	6.061	28.597	0.332	0.396	-0.065
O	13.22	8.929	22.453	0.153	0.054	0.087
O	4.011	11.484	30.287	0.564	0.056	-0.319
O	10.61	17.989	26.473	-0.234	0.36	-0.096
O	12.222	17.693	21.979	-0.388	-0.315	0.349
O	13.041	4.106	31.511	-0.095	0.073	-0.044
O	15.381	4.457	30.221	0.009	0.371	-0.311
O	9.907	13.535	20.77	-0.315	0.238	0.228
O	14.551	16.865	21.113	0.374	0.139	0.228
O	5.884	12.37	22.305	-0.143	0.245	-0.447
O	14.615	4.926	24.982	0.092	0.021	0.003
O	14.696	9.833	24.467	0.105	-0.294	-0.217
O	12.626	13.209	23.962	-0.158	-0.449	-0.413
O	12.043	6.499	28.378	0.496	-0.032	-0.051
O	6.898	5.882	25.065	-0.529	-0.466	-0.26
O	6.158	16.799	23.152	-0.01	-0.028	0.116
O	11.472	8.47	30.009	0.29	-0.112	-0.143
O	16.514	10.549	26.28	0.095	0.114	0.424
O	12.028	9.125	27.467	0.339	-0.04	-0.115
O	7.412	7.723	20.157	0.504	0.173	0.265
O	3.473	6.724	24.366	0.47	-0.229	0.104
O	8.151	10.631	28.144	0.275	0.495	0.336
O	6.727	10.143	20.94	-0.387	-0.258	0.148
O	3.566	15.505	27.356	0.146	-0.32	0.032
O	16.852	14.13	28.54	0.237	-0.573	-0.313
O	9.81	7.787	28.052	-0.363	0.492	0.158
O	12.122	11.603	26.167	-0.227	0.16	0.196
O	12.905	15.612	31.504	-0.012	-0.134	-0.039
O	2.998	17.946	26.524	0.132	0.456	-0.216
O	5.456	17.397	27.513	0.022	-0.07	0.484
O	8.46	14.175	24.375	-0.223	-0.305	-0.308
O	12.509	16.532	27.582	0.068	0.04	0.188
O	13.382	15.78	23.343	0.497	-0.13	0.17
O	13.857	12.612	18.779	0.021	-0.375	-0.2
O	9.872	5.196	27.783	-0.307	-0.352	0.001
O	9.211	13.712	28.758	-0.008	-0.571	0.166
O	10.945	4.726	30.119	-0.28	0.126	-0.167

Results
total energy: -107333.239 eV
total energy less fixed offsets of O -438.35, Si -107.03 eV per atom: -1.949 eV
